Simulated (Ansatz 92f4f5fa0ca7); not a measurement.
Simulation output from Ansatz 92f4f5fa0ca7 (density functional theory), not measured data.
Periodic cell of 360 atoms, Si240O120, from a study of silicon, its oxide and their interface. The atomic structure is a simulated model.
Doubt: the cutoff is far below the 930 eV that the study's wrapper takes by default for these files, so forces and energies are approximate.

Settings
functional: PBE
potential files: Ansatz PAW
basis: plane waves
wave-function cutoff: 580 eV
density cutoff ratio: 5
exchange-correlation grid ratio: 1
k mesh: 1 x 1 x 1, Gamma-centred
self-consistency stop: 5e-08 eV per atom in the density residual
occupations: fixed
spin: none
net charge: 0

Cell vectors (angstrom)
a, 11.6015, 0, 0
b, 0, 13.3963, 0
c, 0, 0, 41.3019

Atoms: element, x, y, z (angstrom)
Si, 0, 2.2327, 1.1851
Si, 3.8672, 2.2327, 1.1851
Si, 7.7343, 2.2327, 1.1851
Si, 1.9336, 5.5818, 1.1851
Si, 5.8008, 5.5818, 1.1851
Si, 9.6679, 5.5818, 1.1851
Si, 0, 8.9308, 1.1851
Si, 3.8672, 8.9308, 1.1851
Si, 7.7343, 8.9308, 1.1851
Si, 1.9336, 12.2799, 1.1851
Si, 5.8008, 12.2799, 1.1851
Si, 9.6679, 12.2799, 1.1851
Si, 1.9336, 1.1164, 1.9745
Si, 5.8008, 1.1164, 1.9745
Si, 9.6679, 1.1164, 1.9745
Si, 0, 4.4654, 1.9745
Si, 3.8672, 4.4654, 1.9745
Si, 7.7343, 4.4654, 1.9745
Si, 1.9336, 7.8145, 1.9745
Si, 5.8008, 7.8145, 1.9745
Si, 9.6679, 7.8145, 1.9745
Si, 0, 11.1635, 1.9745
Si, 3.8672, 11.1635, 1.9745
Si, 7.7343, 11.1635, 1.9745
Si, 1.9336, 1.1164, 4.3426
Si, 5.8008, 1.1164, 4.3426
Si, 9.6679, 1.1164, 4.3426
Si, 0, 4.4654, 4.3426
Si, 3.8672, 4.4654, 4.3426
Si, 7.7343, 4.4654, 4.3426
Si, 1.9336, 7.8145, 4.3426
Si, 5.8008, 7.8145, 4.3426
Si, 9.6679, 7.8145, 4.3426
Si, 0, 11.1635, 4.3426
Si, 3.8672, 11.1635, 4.3426
Si, 7.7343, 11.1635, 4.3426
Si, 0, 0, 36.9613
Si, 3.8672, 0, 36.9613
Si, 7.7343, 0, 36.9613
Si, 1.9336, 3.3491, 36.9613
Si, 5.8008, 3.3491, 36.9613
Si, 9.6679, 3.3491, 36.9613
Si, 0, 6.6981, 36.9613
Si, 3.8672, 6.6981, 36.9613
Si, 7.7343, 6.6981, 36.9613
Si, 1.9336, 10.0472, 36.9613
Si, 5.8008, 10.0472, 36.9613
Si, 9.6679, 10.0472, 36.9613
Si, 0, 0, 39.3294
Si, 3.8672, 0, 39.3294
Si, 7.7343, 0, 39.3294
Si, 1.9336, 3.3491, 39.3294
Si, 5.8008, 3.3491, 39.3294
Si, 9.6679, 3.3491, 39.3294
Si, 0, 6.6981, 39.3294
Si, 3.8672, 6.6981, 39.3294
Si, 7.7343, 6.6981, 39.3294
Si, 1.9336, 10.0472, 39.3294
Si, 5.8008, 10.0472, 39.3294
Si, 9.6679, 10.0472, 39.3294
Si, 0, 2.2327, 40.1188
Si, 3.8672, 2.2327, 40.1188
Si, 7.7343, 2.2327, 40.1188
Si, 1.9336, 5.5818, 40.1188
Si, 5.8008, 5.5818, 40.1188
Si, 9.6679, 5.5818, 40.1188
Si, 0, 8.9308, 40.1188
Si, 3.8672, 8.9308, 40.1188
Si, 7.7343, 8.9308, 40.1188
Si, 1.9336, 12.2799, 40.1188
Si, 5.8008, 12.2799, 40.1188
Si, 9.6679, 12.2799, 40.1188
Si, 1.9246, -1.1299, 30.6294
Si, 3.9832, 0.5982, 29.197
Si, 8.6223, -0.0322, 29.2298
Si, 1.9134, 3.6945, 29.4683
Si, 5.5891, 3.8253, 29.7876
Si, 9.5369, 3.5086, 29.6432
Si, -0.2526, 6.8112, 29.8305
Si, 3.6884, 7.0962, 29.7106
Si, 7.5729, 6.9097, 29.8451
Si, 1.8008, 10.0737, 29.8034
Si, 5.7794, 10.661, 30.7322
Si, 9.7323, 10.2014, 29.8856
Si, 0.0092, 2.4146, 29.9321
Si, 3.7544, 2.5492, 30.4346
Si, 8.0285, 2.3234, 30.9491
Si, 1.8064, 5.8239, 30.5008
Si, 5.5608, 5.9901, 30.5845
Si, 9.4816, 5.683, 30.6528
Si, -0.0632, 8.9604, 30.6933
Si, 3.8259, 9.249, 30.6874
Si, 7.6992, 9.1927, 30.6632
Si, 0.2538, 13.4745, 29.5988
Si, 6.1012, 11.9026, 28.8104
Si, 10.0597, 12.3658, 30.7263
Si, 0.0316, 2.2489, 33.2177
Si, 3.8928, 2.257, 32.8336
Si, 7.8275, 2.1203, 33.2294
Si, 1.877, 5.5837, 32.9101
Si, 5.7347, 5.6254, 32.9504
Si, 9.61, 5.5288, 33.015
Si, -0.0118, 8.9094, 33.049
Si, 3.8034, 8.9013, 33.029
Si, 7.789, 8.9012, 33.0157
Si, 1.913, 12.2643, 33.0116
Si, 5.796, 12.0025, 32.8417
Si, 9.6972, 12.2965, 33.0612
Si, 2.0099, 1.1159, 33.7867
Si, 5.7915, 0.9654, 33.5998
Si, 9.7486, 1.0653, 33.985
Si, -0.0202, 4.5006, 33.842
Si, 3.828, 4.4683, 33.7325
Si, 7.661, 4.437, 33.7937
Si, 1.9064, 7.7672, 33.809
Si, 5.7976, 7.8353, 33.7862
Si, 9.6717, 7.7574, 33.8205
Si, -0.0018, 11.1429, 33.8364
Si, 3.8356, 11.1183, 33.8201
Si, 7.7623, 11.1234, 33.8103
Si, 1.9487, 1.1166, 36.1655
Si, 5.7872, 1.0847, 36.064
Si, 9.6771, 1.1039, 36.2852
Si, 0.0016, 4.4792, 36.1961
Si, 3.8603, 4.4647, 36.1344
Si, 7.7199, 4.4737, 36.1628
Si, 1.9295, 7.8064, 36.1751
Si, 5.8008, 7.8195, 36.1608
Si, 9.6696, 7.8077, 36.1815
Si, 0.0002, 11.1613, 36.1917
Si, 3.8619, 11.165, 36.1813
Si, 7.7425, 11.1651, 36.1757
Si, 0.0065, 0.0035, 5.1392
Si, 3.8726, 0.0013, 5.1278
Si, 7.7303, 0.0013, 5.1287
Si, 1.9284, 3.3543, 5.0944
Si, 5.7941, 3.3463, 5.0977
Si, 9.6607, 3.3591, 5.1362
Si, 0.0037, 6.7089, 5.1244
Si, 3.8691, 6.6982, 5.0946
Si, 7.7324, 6.7085, 5.1632
Si, 1.9413, 10.0455, 5.1413
Si, 5.8037, 10.0481, 5.151
Si, 9.6687, 10.0493, 5.1705
Si, 0.0175, 0.0316, 7.5122
Si, 3.8858, 0.0082, 7.4953
Si, 7.728, 0.036, 7.493
Si, 1.8849, 3.3875, 7.4362
Si, 5.7424, 3.3415, 7.4436
Si, 9.6313, 3.422, 7.5061
Si, 0.0193, 6.7717, 7.4858
Si, 3.8924, 6.7001, 7.4386
Si, 7.7326, 6.7497, 7.5557
Si, 1.9848, 10.0507, 7.5203
Si, 5.8339, 10.0678, 7.5354
Si, 9.6767, 10.0805, 7.5702
Si, -0.0372, 2.2943, 8.2522
Si, 3.7834, 2.2547, 8.2218
Si, 7.681, 2.2826, 8.2422
Si, 1.9487, 5.6191, 8.2098
Si, 5.7903, 5.5511, 8.2388
Si, 9.7027, 5.6723, 8.3003
Si, 0.0445, 8.9874, 8.3356
Si, 3.9241, 8.8877, 8.2946
Si, 7.7416, 8.9781, 8.4356
Si, 1.9686, 12.2923, 8.2886
Si, 5.8181, 12.2996, 8.3351
Si, 9.6705, 12.3505, 8.2916
Si, -0.2478, 2.5492, 10.5803
Si, 3.8227, 4.5265, 11.4651
Si, 7.482, 2.0812, 10.5671
Si, 1.9981, 5.6004, 10.5582
Si, 5.76, 5.385, 10.5893
Si, 11.6939, 4.6885, 11.4177
Si, 0.125, 8.9089, 10.7094
Si, 1.9516, 7.7124, 11.4854
Si, 7.8904, 11.5245, 11.5366
Si, 2.2816, 11.9501, 10.603
Si, 5.8025, 12.215, 10.7205
Si, 7.9726, 9.3209, 10.8192
Si, 2.2812, 1.327, 11.9789
Si, 5.5678, 1.0708, 11.3226
Si, 9.5049, 1.4289, 11.3551
Si, -1.7688, 5.8417, 10.666
Si, 3.8202, 2.3876, 10.5637
Si, 7.3082, 4.1061, 11.6555
Si, 3.904, 8.6449, 10.6615
Si, 5.6403, 7.9289, 12.0402
Si, 9.7685, 8.0085, 11.5546
Si, 0.5396, 10.9743, 11.7293
Si, 4.0849, 10.7932, 11.393
Si, 9.6507, 12.6582, 10.6324
O, 3.7323, 4.3325, 13.1034
O, 5.2692, 7.5824, 13.6034
O, 9.4668, 1.523, 13.0189
O, 9.9506, 8.0467, 13.2158
O, 2.3678, 1.418, 13.597
O, 5.4823, 1.4334, 12.9431
O, 1.979, 7.6324, 13.1331
O, 0.854, 11.0424, 13.3645
O, 3.8318, 10.7396, 13.0515
O, 0.2471, 4.6482, 13.0827
O, 7.0319, 4.3377, 13.2798
O, 8.0049, 11.4397, 13.1938
O, 6.0979, 3.5427, 28.2456
O, 1.8527, 9.9468, 28.1411
O, 9.4408, 0.6939, 27.9836
O, 10.9594, 6.9391, 28.2065
O, 7.5821, 6.6674, 28.2038
O, 0.2139, 13.0055, 27.9882
O, 9.8796, 10.2621, 28.2317
O, 3.5417, 7.0944, 28.0437
O, 5.631, 10.9747, 27.5435
O, 8.811, 3.4027, 28.1565
O, 2.0172, 3.8677, 27.8212
O, 3.1493, 0.9194, 27.8126
Si, 7.687, 11.598, 21.1007
Si, 4.6105, 11.1637, 14.4136
Si, 10.0785, 10.5948, 26.6506
Si, 5.0363, 8.3817, 15.0323
Si, 2.7672, 1.6785, 15.1491
Si, 7.4276, 3.3608, 27.2902
Si, 8.8987, 8.176, 25.21
Si, 1.2543, 13.0105, 17.0561
Si, 8.4506, 7.6542, 19.5376
Si, 8.8847, 2.2049, 20.4563
Si, 5.542, 0.6772, 14.3738
Si, 1.388, 9.5234, 26.6331
Si, 11.0196, 4.2367, 14.4352
Si, 7.066, 6.1894, 26.7252
Si, 3.8106, 9.1062, 19.0991
Si, 6.3484, 1.0049, 25.4845
Si, 10.4346, 1.2641, 14.3065
Si, 11.2151, 6.4834, 19.3946
Si, 7.9527, 5.0925, 14.4099
Si, -0.0777, 3.5399, 20.4148
Si, 3.8394, 11.6123, 17.2983
Si, 7.0168, 1.9135, 18.2754
Si, 8.5971, 10.9463, 14.635
Si, 6.0532, 4.3727, 16.6321
Si, 8.0722, 0.2134, 15.9648
Si, 10.599, 13.4873, 26.9794
Si, 11.3887, 6.6988, 16.2307
Si, 3.8413, 9.3346, 24.8253
Si, 5.8027, 7.0948, 17.8312
Si, -0.2774, 0.939, 19.4702
Si, 3.9059, 13.2257, 21.7082
Si, 1.0258, 9.129, 20.1448
Si, 3.9543, 6.6189, 26.5188
Si, 3.4922, 13.9404, 26.2491
Si, 0.8778, 1.6928, 25.0415
Si, 3.2769, 10.1309, 21.8952
Si, 1.2448, 1.4778, 21.9893
Si, 6.9424, 14.1408, 22.4927
Si, 8.4475, 8.8981, 22.1262
Si, 11.6048, 11.8912, 14.4869
Si, 5.2988, 11.6067, 26.0701
Si, 9.9501, 10.0987, 20.1278
Si, 5.4618, 12.9897, 19.2871
Si, 2.2798, 7.3952, 14.7111
Si, 1.6835, 4.4842, 26.3455
Si, 3.5317, 4.4865, 14.7112
Si, -0.147, 6.9135, 26.6504
Si, 9.0449, 7.9024, 14.5788
O, 7.7623, 1.8489, 21.5963
O, 9.5446, 0.7831, 15.5776
O, 0.1739, 5.0783, 20.0005
O, 2.4461, 12.2407, 17.8615
O, 5.6274, 5.4735, 17.7625
O, 0.3327, 5.3995, 26.3111
O, 9.5825, 6.4776, 19.4759
O, 4.0404, 13.0341, 20.0943
O, 2.6321, 3.2899, 15.3626
O, 0.0766, 2.5183, 19.1287
O, 7.7903, 0.7066, 17.4839
O, 5.7696, 7.6734, 16.2953
O, 2.1528, 0.7535, 25.3856
O, 2.97, 5.4275, 25.9485
O, 4.1839, 10.1533, 17.9193
O, 4.3242, 1.183, 15.3337
O, 3.662, 9.2462, 23.209
O, 3.8576, 12.365, 26.1289
O, -0.0887, 5.1563, 15.6841
O, 4.1905, 9.6804, 20.5961
O, 8.9961, 9.6925, 25.8244
O, 6.1537, 2.9116, 17.3329
O, 5.4591, 6.0473, 26.6456
O, 7.9338, 6.7323, 14.2682
O, 7.4834, 4.7178, 15.9251
O, 9.7311, 0.8961, 19.8946
O, 9.1033, 11.4906, 20.2555
O, 7.605, 7.331, 25.7108
O, 11.2244, 2.6374, 14.7132
O, 6.0198, 1.1207, 19.293
O, 4.6223, 7.7324, 18.7651
O, 8.6332, 8.3179, 23.6139
O, 11.6292, 6.6651, 17.8335
O, 0.9275, 7.6474, 15.5621
O, 8.3385, 9.344, 14.9255
O, 9.931, 9.4086, 21.6272
O, -0.0019, 10.2335, 26.2068
O, 5.3482, 0.4258, 22.2197
O, 2.7878, 0.9468, 22.1208
O, -0.0967, 10.2404, 19.6612
O, 2.5135, 9.9548, 25.5478
O, 6.9796, 0.9869, 15.0378
O, 5.1369, 10.3245, 25.0764
O, 8, 11.9725, 15.7854
O, 0.1291, 0.0413, 18.1755
O, 7.5818, 4.6815, 26.3262
O, 9.9543, 7.387, 15.8389
O, 2.1942, 8.889, 19.0333
O, 10.2047, 11.1044, 14.6357
O, 11.4623, 13.4418, 13.9763
O, 4.9744, 4.4016, 15.4298
O, 1.1465, 7.9043, 26.5123
O, 0.2774, 7.6771, 20.3052
O, 9.9842, 3.3069, 20.9997
O, 9.9305, 12.1809, 26.2551
O, 7.432, 10.184, 21.9132
O, 2.806, 5.891, 15.0237
O, 1.0665, 3.0471, 21.4974
O, 10.2582, 7.3512, 25.6269
O, 7.7565, 12.7439, 22.2575
O, 0.5365, 0.5216, 20.8504
O, 5.488, 12.4765, 14.0766
O, 6.5003, 11.9513, 20.0239
O, 7.2528, 7.394, 18.4918
O, 6.9833, 14.7003, 24.0169
O, 5.1137, 12.5417, 17.7517
O, 8.0616, 2.8003, 19.1656
O, 0.5326, 1.4312, 23.4675
O, 3.6535, 11.5363, 15.6786
O, 4.7603, 1.4189, 25.6639
O, 7.9177, 7.7317, 21.0941
O, 4.039, 7.8431, 25.4461
O, 9.1454, 9.0866, 19.1131
O, 3.5037, 11.7251, 22.2743
O, 0.6549, 11.9415, 15.9791
O, 3.4163, 8.4297, 15.2611
O, 7.2426, 1.951, 26.4842
O, 9.4505, 4.5284, 14.1952
O, -0.4307, 1.2169, 25.937
O, 1.337, 3.244, 25.3327
O, 5.5647, 9.9204, 14.8821
O, 6.429, 12.7558, 25.6986
O, 1.8327, 0.9232, 16.2482
O, 1.7234, 9.737, 21.5025
O, -11.6803, -24.4512, 31.5832
O, 10.8465, 25.331, 11.4962
O, 19.2995, -14.6053, 28.5761
O, -8.1606, 26.1284, 30.1027
O, 23.9462, 28.3778, 11.5115
O, 6.4646, -6.6413, 11.2607
O, 18.356, 9.1208, 11.9788
O, -3.9645, 14.4182, 29.9981
O, 8.7338, 18.2387, 11.3593
O, 5.43, 0.0141, 28.6949
O, -16.4867, 16.7048, 30.8622
O, 14.2624, -13.6074, 11.6501

Results
free energy: -220810.602 eV
free energy less fixed offsets of O -568.88, Si -635.61 eV per atom: 1.398 eV

Forces (eV/angstrom), in the order of the atoms: element, x, y, z
Si, -0.0022, 0.0105, 0.0168
Si, 0.0039, 0.0155, -0.0123
Si, -0.0163, 0.0021, 0.0238
Si, 0.0171, -0.0059, -0.0034
Si, -0.0061, -0.0363, 0.0039
Si, 0.0017, -0.0055, -0.0079
Si, 0.0033, -0.0003, 0.0007
Si, -0.0014, -0.0045, 0.0008
Si, -0.0026, 0.0002, -0.0102
Si, 0.0218, -0.0019, 0.0073
Si, -0.0092, 0.0119, -0.0045
Si, -0.0131, 0.0097, 0.0299
Si, 0.0157, -0.0294, -0.0076
Si, -0.0054, -0.0236, 0.0043
Si, 0.0131, 0.0126, -0.013
Si, -0.0416, 0.028, -0.0013
Si, -0.0142, -0.0071, 0.0051
Si, -0.0031, 0.0495, -0.0032
Si, -0.0068, 0.0213, 0.0053
Si, 0.034, 0.0253, -0.0091
Si, -0.0201, 0.0144, 0.0013
Si, 0.0055, -0.0259, -0.0092
Si, 0.017, -0.0158, 0.0119
Si, 0.008, -0.0301, 0.0002
Si, 0.0333, -0.0317, -0.0461
Si, -0.0074, -0.0497, -0.1488
Si, 0.0161, 0.0453, 0.1177
Si, -0.1045, 0.1015, -0.0658
Si, -0.0199, 0.0061, -0.2492
Si, -0.0226, 0.1553, 0.043
Si, 0.011, 0.0728, -0.1155
Si, 0.0989, 0.0635, -0.007
Si, -0.0689, 0.0965, 0.1127
Si, -0.0012, -0.0118, 0.196
Si, 0.0635, -0.0221, 0.0585
Si, 0.0354, -0.039, 0.1134
Si, 0.3473, -0.1005, 0.2792
Si, 0.0936, 0.0116, 0.0093
Si, -0.3376, -0.0574, 0.0029
Si, 0.0762, 0.0126, -0.069
Si, -0.1178, -0.2346, -0.4867
Si, -0.086, 0.2051, 0.0412
Si, -0.0145, 0.0832, 0.2511
Si, 0.0149, -0.0502, -0.1245
Si, -0.0514, 0.0265, 0.035
Si, -0.01, -0.0738, 0.0409
Si, 0.021, 0.0225, -0.0314
Si, 0.0161, -0.0667, 0.0521
Si, 0.1267, -0.0286, 0.0045
Si, 0.0434, 0.0116, 0.004
Si, -0.1262, -0.0063, 0.0189
Si, 0.0185, 0.011, 0.0057
Si, -0.0482, -0.1003, 0.0242
Si, -0.0231, 0.075, 0.0191
Si, 0.0018, 0.026, -0.0127
Si, 0.0077, -0.0246, -0.0015
Si, -0.0113, 0.0132, -0.0093
Si, -0.0023, -0.027, 0.0026
Si, 0.0104, 0.0096, -0.0019
Si, -0.0011, -0.0229, -0.0055
Si, 0.0052, -0.018, -0.0221
Si, -0.0062, -0.0166, 0.0083
Si, 0.0186, -0.008, -0.0236
Si, -0.0203, 0.0085, -0.0013
Si, 0.0089, 0.0507, -0.0422
Si, 0.003, 0.006, 0.0137
Si, -0.0038, -0.008, 0.0236
Si, 0.0035, 0.0134, -0.0123
Si, -0.0018, 0.0009, 0.0095
Si, -0.0155, 0.0105, 0.0195
Si, 0.0035, 0.0008, 0.0242
Si, 0.0099, -0.0065, -0.0524
Si, 0.0027, 0.0714, -0.0611
Si, -0.0182, -0.0325, 0.0673
Si, 0.0037, -0.0363, 0.0505
Si, -0.016, 0.0081, 0.0628
Si, 0.0209, 0.0098, 0.0128
Si, 0.0371, 0.0321, 0.0285
Si, 0.0068, 0.002, 0.0569
Si, -0.0043, 0.0021, 0.0704
Si, -0.0059, 0.0214, 0.0931
Si, -0.0076, 0.0131, 0.0785
Si, -0.026, 0.0002, 0.0159
Si, 0.0133, -0.0037, 0.0695
Si, -0.0264, 0.0011, 0.0749
Si, 0.0067, -0.0089, -0.0199
Si, 0.0172, -0.0163, -0.0015
Si, -0.0048, -0.0099, -0.0216
Si, 0.0099, 0.0033, -0.0068
Si, 0.0272, -0.0134, -0.0399
Si, -0.0009, -0.005, -0.0302
Si, -0.0167, -0.0167, -0.0295
Si, 0.0217, -0.0295, -0.02
Si, 0.0931, -0.0658, 0.1249
Si, 0.0245, 0.0664, 0.0073
Si, -0.0397, 0.0182, -0.0464
Si, 0.0249, 0.0176, 0.0203
Si, -0.0127, -0.0214, 0.024
Si, 0.0095, -0.0015, 0.0074
Si, -0.002, -0.0023, 0.0157
Si, -0.0064, 0.0102, -0.0016
Si, -0.0005, 0.0063, 0.0116
Si, 0.0005, 0.0029, 0.0023
Si, 0.0039, -0.0062, 0.0093
Si, -0.0041, -0.0051, 0.0135
Si, 0.0063, -0.005, 0.0004
Si, 0.0033, -0.0066, 0.0134
Si, -0.0163, 0.0094, 0.0079
Si, -0.0043, -0.0056, -0.0033
Si, 0.0027, 0.0142, -0.006
Si, -0.0146, -0.0113, -0.0175
Si, -0.0001, -0.0046, -0.0144
Si, 0.0034, -0.0054, 0.0042
Si, 0.0076, -0.0058, 0.0163
Si, 0.0068, 0.0145, -0.0042
Si, -0.0033, 0.0182, 0.0088
Si, 0.0029, 0.0053, 0.0002
Si, 0.0101, 0.0015, 0.0097
Si, 0.0042, 0.0053, 0.0155
Si, -0.0107, 0.0073, -0.0051
Si, -0.0066, 0.0045, -0.0074
Si, -0.0005, 0.0017, 0.0024
Si, 0.0068, 0.0034, -0.0051
Si, 0, -0.008, -0.0049
Si, -0.0037, -0.0011, -0.0027
Si, 0.0051, 0.0037, 0.0024
Si, 0.0029, -0.0025, 0.0004
Si, 0.002, -0.0043, 0.0004
Si, -0.0033, 0.0042, -0.0025
Si, -0.0016, -0.0035, -0.0066
Si, 0.0077, -0.001, -0.0071
Si, -0.0051, -0.0022, -0.0048
Si, 0.004, -0.0006, 0.0101
Si, -0.006, 0.0017, 0.0062
Si, 0.0035, -0.006, -0.0037
Si, 0.0039, -0.0047, 0.0087
Si, 0.0008, 0.0083, 0.0034
Si, 0.0007, 0.0018, 0.0011
Si, -0.0062, -0.0031, -0.0066
Si, 0.001, 0.0052, 0.0064
Si, -0.0048, 0.0004, 0.008
Si, -0.0005, -0.002, -0.0023
Si, -0.0005, -0.0072, 0.0008
Si, 0.0001, -0.0017, -0.0032
Si, -0.0038, 0.002, 0.0118
Si, -0.0016, -0.0084, 0.0056
Si, 0.0054, 0.0043, -0.0017
Si, -0.002, -0.0002, -0.0005
Si, 0.0049, 0.0066, 0.0041
Si, 0.0018, -0.0031, -0.0058
Si, 0.0027, -0.008, -0.0002
Si, 0.0097, -0.0136, 0.0013
Si, 0.0082, -0.0037, 0.003
Si, 0, 0.0152, 0.0006
Si, -0.0005, -0.0034, 0.0061
Si, -0.004, 0.0003, -0.0021
Si, 0.0129, 0.0011, -0.0096
Si, -0.0044, -0.001, -0.0011
Si, -0.0126, -0.005, 0.0046
Si, -0.0033, -0.0032, 0.006
Si, -0.0067, 0.0134, -0.0127
Si, -0.0273, 0.013, 0.0095
Si, 0.002, -0.0043, -0.0105
Si, 0.0038, -0.0017, -0.0096
Si, -0.0041, -0.0087, -0.0081
Si, 0.0007, 0.0038, 0.0052
Si, -0.001, -0.0003, -0.0095
Si, 0.0174, 0.0051, 0.0015
Si, 0.0859, -0.0764, 0.0857
Si, -0.0538, -0.0131, 0.0091
Si, -0.0334, 0.0147, 0.0097
Si, -0.0014, -0.0135, 0.038
Si, 0.1423, 0.0415, -0.0069
Si, -0.0231, -0.0234, -0.0582
Si, 0.0175, 0.0192, 0.0279
Si, 0.0124, -0.0247, -0.082
Si, 0.0077, -0.0337, -0.094
Si, 0.0384, 0.0233, 0.0043
Si, 0.0126, -0.0095, 0.0301
Si, 0.02, 0.0598, 0.0109
Si, -0.148, -0.0073, -0.0159
Si, 0.0107, -0.0091, -0.0665
Si, 0.0223, 0.0297, -0.0478
Si, 0.0194, -0.0302, 0.0041
Si, 0.022, -0.0323, 0.0385
Si, 0.027, 0.0372, -0.0429
Si, 0.0067, -0.0137, 0.0353
Si, 0.1312, -0.0128, -0.1093
Si, -0.0166, -0.0109, -0.0403
Si, -0.0479, 0.0324, 0.0049
Si, -0.0096, 0.0314, -0.0454
Si, -0.0262, -0.0108, -0.0037
O, -0.0021, 0.0085, 0.0348
O, -0.0003, 0.0331, 0.0161
O, 0.0158, -0.0111, 0.0749
O, -0.011, 0.0014, 0.0652
O, -0.007, 0.0107, -0.0479
O, -0.0026, 0.0204, 0.0298
O, 0.0062, -0.0081, 0.0903
O, 0.0004, 0.0189, 0.0383
O, -0.0012, -0.0031, 0.0533
O, -0.0239, -0.0067, 0.1006
O, 0.001, 0.0125, 0.038
O, 0.0374, -0.0214, 0.1024
O, 0.0274, -0.0107, -0.0215
O, -0.0099, -0.0167, -0.0611
O, 0.0103, 0.0131, -0.0238
O, -0.0027, 0.0082, -0.0563
O, -0.01, -0.0194, -0.0845
O, -0.0622, 0.0112, -0.0881
O, -0.0014, -0.0005, -0.0477
O, 0.0034, -0.002, -0.0844
O, -0.0039, -0.0188, -0.051
O, -0.0459, -0.0062, -0.024
O, -0.0021, 0.0129, -0.0545
O, -0.0199, -0.0007, -0.047
Si, 0.0059, -0.0044, -0.0137
Si, 0.0083, 0.0035, -0.0152
Si, 0.0194, 0.0385, 0.003
Si, -0.0095, -0.007, -0.0014
Si, 0.0214, -0.0008, -0.0336
Si, 0.0102, -0.005, 0.0005
Si, 0.0129, -0.001, -0.0148
Si, -0.0106, 0.0005, -0.0011
Si, -0.0008, -0.0084, 0.0107
Si, 0.0111, 0.0071, 0.0192
Si, -0.02, -0.0098, -0.012
Si, -0.0093, -0.004, 0.0314
Si, -0.0061, -0.0133, -0.0543
Si, -0.0309, -0.0244, 0.0222
Si, -0.0069, -0.0144, 0.0161
Si, 0.0232, 0.0268, -0.003
Si, -0.0239, 0.0308, -0.0461
Si, 0.0083, -0.0147, 0.0416
Si, 0.0076, -0.0147, 0.0045
Si, -0.0076, 0.0091, 0.0091
Si, -0.003, 0.0015, -0.0303
Si, 0.0022, -0.004, 0.0198
Si, -0.0257, -0.0007, -0.0446
Si, -0.0157, 0, -0.0173
Si, -0.0016, 0.0046, 0.0047
Si, 0.005, -0.0294, 0.0166
Si, -0.0058, -0.006, 0.0289
Si, -0.0213, -0.0151, -0.0205
Si, 0.0092, 0.001, 0.0043
Si, -0.0098, 0.0109, 0.0235
Si, -0.0022, 0.009, -0.0003
Si, -0.0076, -0.0096, 0.0061
Si, 0.0045, -0.0195, 0.0143
Si, -0.0129, 0.0298, 0.0214
Si, -0.0079, 0.0019, 0.005
Si, -0.0106, 0.0062, -0.0186
Si, 0.0109, 0.0106, -0.0083
Si, 0.004, 0.011, -0.0091
Si, 0.0049, 0.0041, -0.0255
Si, 0.0129, -0.0216, 0.0099
Si, 0.0115, 0.0072, 0.0264
Si, 0.0062, 0.0173, 0.0059
Si, -0.0079, -0.0013, 0.0111
Si, 0.018, -0.0014, -0.0172
Si, 0.013, 0.0025, 0.0125
Si, 0.0081, 0.0055, -0.0244
Si, -0.0044, -0.0035, 0.0287
Si, 0.0196, 0.0263, -0.037
O, -0.0098, -0.0073, -0.001
O, -0.0209, -0.0211, 0.0121
O, -0.0067, 0.0013, -0.0118
O, 0.0008, -0.002, 0.0038
O, 0.0125, 0.0156, -0.001
O, 0.0119, 0.0013, -0.0105
O, -0.0019, 0.0049, -0.0099
O, 0.007, -0.0064, -0.0049
O, -0.0018, -0.0255, 0.0065
O, -0.0002, -0.0138, -0.015
O, 0.0002, -0.0017, -0.0002
O, 0.0037, -0.0076, 0.0222
O, -0.0194, 0.0182, -0.008
O, 0.0035, 0.0084, -0.002
O, 0.0022, 0.0025, -0.0081
O, -0.0322, 0.0056, -0.0027
O, 0.0027, 0.0028, 0.004
O, 0.0146, -0.0199, -0.0095
O, -0.0009, 0.0264, 0.0084
O, -0.001, -0.0018, -0.0016
O, -0.0105, -0.0279, -0.0074
O, 0.0054, 0.0035, -0.0088
O, 0.0206, 0.0209, 0.0023
O, 0.0082, -0.0215, 0.0071
O, -0.0105, -0.0041, 0.0214
O, -0.0029, 0.002, -0.0051
O, -0.0112, -0.0072, 0.0059
O, 0.0049, 0.0113, -0.0012
O, -0.0105, 0.0189, 0.014
O, 0.0028, 0.0032, -0.0094
O, 0.016, -0.0087, -0.0128
O, -0.0009, -0.0003, 0.003
O, -0.0015, 0.0038, -0.0196
O, 0.0025, -0.0085, -0.0103
O, 0.0077, 0.0085, 0.0061
O, -0.0024, -0.0064, 0.006
O, -0.0012, -0.0095, -0.0061
O, 0.0058, -0.0034, 0.0018
O, -0.0072, -0.0051, 0.0058
O, -0.0003, 0.0012, -0.0019
O, 0.0262, -0.0002, -0.0183
O, 0.0245, -0.0096, 0.0068
O, -0.0031, -0.0042, 0.0035
O, 0.0034, 0.017, 0.0064
O, 0.0068, -0.0028, -0.0118
O, -0.0142, 0.0187, -0.0042
O, 0.018, -0.0148, 0.0111
O, 0.0073, -0.0003, -0.0059
O, -0.003, 0.005, -0.0078
O, -0.0103, -0.0106, 0.0028
O, 0.0167, -0.0006, 0.0202
O, -0.0085, 0.0108, -0.0043
O, -0.0025, 0.0019, -0.0172
O, 0.0018, -0.0086, -0.0086
O, 0.0004, -0.0218, 0.0008
O, 0.0018, 0.0038, 0.0096
O, -0.0098, 0.0112, -0.0036
O, 0.0003, -0.0099, 0.0073
O, -0.0291, 0.0139, -0.0175
O, -0.0029, -0.0057, 0.0034
O, -0.0037, -0.0016, -0.0083
O, -0.0127, 0.0029, 0.0062
O, -0.0043, 0.0099, 0.0017
O, -0.0302, -0.0082, -0.0118
O, -0.0037, -0.0106, 0.0095
O, 0.0072, 0.0023, -0.0072
O, -0.0134, -0.0012, -0.0216
O, 0.0037, -0.0008, -0.0003
O, -0.0018, -0.0016, 0.0318
O, 0.0179, -0.0068, -0.0032
O, -0.0001, -0.0015, -0.0051
O, 0.0113, 0.0189, -0.0045
O, -0.0044, -0.0074, 0.001
O, 0.0011, -0.0127, 0.0077
O, 0.0064, 0.0111, 0.0099
O, 0.0039, -0.0158, -0.0097
O, -0.0299, -0.007, -0.0244
O, 0.0324, 0.0109, 0.0003
O, 0.0329, 0.0195, -0.0225
O, -0.0105, -0.0217, -0.0067
O, -0.0062, -0.0156, 0.008
O, -0.0144, -0.0071, -0.0002
O, -0.0125, -0.0079, 0.0116
O, 0.0099, -0.0004, 0.0067
O, -0.0037, 0.0067, -0.002
O, 0.0237, -0.0267, -0.0045
O, -0.0404, -0.0291, -0.0311
O, 0.0272, -0.0062, -0.0052
O, 0.1205, 0.0051, -0.045
O, -0.1804, -0.0224, 0.0546
O, -0.0787, -0.1009, 0.0071
O, -0.0141, 0.0181, -0.0224
O, -0.012, 0.0132, -0.0448
O, 0.0342, -0.0032, -0.0273
O, -0.0161, -0.0042, -0.0371
O, -0.0648, 0.0574, -0.0394

The program warned: the cutoff lies below the one the program advises for these potential files; the forces do not sum to zero within the program's tolerance; the exchange-correlation potential is rough where the density is thin.
